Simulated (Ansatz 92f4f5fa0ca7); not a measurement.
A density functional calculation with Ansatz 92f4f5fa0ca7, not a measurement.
Periodic cell of 223 atoms, Si133O90, from a study of silicon, its oxide and their interface. The atomic structure is a simulated model.
Doubt: the cutoff is far below the 930 eV that the study's wrapper takes by default for these files, so forces and energies are approximate.
This geometry differs little from another in the collection (a relaxation step or a small displacement).

Settings
functional: PBE
potential files: Ansatz PAW
basis: plane waves
wave-function cutoff: 580 eV
density cutoff ratio: 5
exchange-correlation grid ratio: 1
k mesh: 1 x 1 x 1, Gamma-centred
self-consistency stop: 5e-08 eV per atom in the density residual
occupations: fixed
spin: none
net charge: 0

Cell vectors (angstrom)
a, 10.938, 0, 0
b, 0, 10.938, 0
c, 0, 0, 32.7151

Atoms: element, x, y, z (angstrom)
Si, 0.381, -0.1062, 25.3419
Si, 5.1445, 0.2022, 24.9599
Si, 2.9012, 2.3832, 25.3196
Si, 7.7836, 3.1429, 25.2587
Si, 0.5426, 5.87, 24.871
Si, 5.419, 5.279, 25.253
Si, 2.452, 8.5005, 25.1518
Si, 7.716, 8.1293, 24.6425
Si, 1.4508, 1.3118, 26.8098
Si, 6.7214, 1.34, 26.3924
Si, 3.9486, 4.0785, 26.6063
Si, 9.4911, 4.0653, 26.5815
Si, 1.3267, 7.0888, 26.6516
Si, 6.6494, 6.9315, 26.4114
Si, 4.1217, 9.6078, 26.4537
Si, 9.6564, 9.6863, 26.5046
Si, 2.8164, -0.0792, 28.0078
Si, 8.1703, 0.0283, 27.8274
Si, -0.0391, 2.7373, 27.9518
Si, 5.439, 2.7277, 27.914
Si, 2.6562, 5.5371, 27.9139
Si, 8.1612, 5.5792, 27.8322
Si, -0.0825, 8.3147, 27.9898
Si, 5.4236, 8.2474, 27.8836
Si, 4.1018, 1.3673, 29.2968
Si, 9.5708, 1.3673, 29.2968
Si, 1.3673, 4.1018, 29.2968
Si, 6.8362, 4.1018, 29.2968
Si, 4.1018, 6.8362, 29.2968
Si, 9.5708, 6.8362, 29.2968
Si, 1.3673, 9.5708, 29.2968
Si, 6.8362, 9.5708, 29.2968
Si, 0, 0, 30.6641
Si, 5.469, 0, 30.6641
Si, 2.7345, 2.7345, 30.6641
Si, 8.2035, 2.7345, 30.6641
Si, 0, 5.469, 30.6641
Si, 5.469, 5.469, 30.6641
Si, 2.7345, 8.2035, 30.6641
Si, 8.2035, 8.2035, 30.6641
Si, 1.3673, 1.3673, 32.0313
Si, 6.8362, 1.3673, 32.0313
Si, 4.1018, 4.1018, 32.0313
Si, 9.5708, 4.1018, 32.0313
Si, 1.3673, 6.8362, 32.0313
Si, 6.8362, 6.8362, 32.0313
Si, 4.1018, 9.5708, 32.0313
Si, 9.5708, 9.5708, 32.0313
Si, 2.7345, 0, 0.6835
Si, 8.2035, 0, 0.6835
Si, 0, 2.7345, 0.6835
Si, 5.469, 2.7345, 0.6835
Si, 2.7345, 5.469, 0.6835
Si, 8.2035, 5.469, 0.6835
Si, 0, 8.2035, 0.6835
Si, 5.469, 8.2035, 0.6835
Si, 4.1018, 1.3673, 2.0507
Si, 9.5708, 1.3673, 2.0507
Si, 1.3673, 4.1018, 2.0507
Si, 6.8362, 4.1018, 2.0507
Si, 4.1018, 6.8362, 2.0507
Si, 9.5708, 6.8362, 2.0507
Si, 1.3673, 9.5708, 2.0507
Si, 6.8362, 9.5708, 2.0507
Si, 0, 0, 3.418
Si, 5.469, 0, 3.418
Si, 2.7345, 2.7345, 3.418
Si, 8.2035, 2.7345, 3.418
Si, 0, 5.469, 3.418
Si, 5.469, 5.469, 3.418
Si, 2.7345, 8.2035, 3.418
Si, 8.2035, 8.2035, 3.418
Si, 1.3882, 1.3384, 4.7705
Si, 6.8693, 1.3277, 4.8572
Si, 4.1508, 4.0396, 4.7247
Si, 9.5845, 4.0999, 4.8625
Si, 1.3931, 6.8184, 4.8028
Si, 6.8911, 6.7739, 4.7291
Si, 4.0938, 9.5632, 4.827
Si, 9.6064, 9.5606, 4.7465
Si, 2.7516, 0.0282, 6.2209
Si, 8.3489, -0.0424, 6.1795
Si, 0.076, 2.6986, 6.2071
Si, 5.4869, 2.7372, 6.1686
Si, 2.6995, 5.2695, 6.0769
Si, 8.2303, 5.5401, 6.2605
Si, 0.0651, 8.2815, 6.1102
Si, 5.369, 7.9659, 6.02
Si, 3.8907, 1.6649, 7.5697
Si, 9.8869, 1.0715, 7.5653
Si, 1.6021, 3.8537, 7.5722
Si, 6.6128, 4.319, 7.5395
Si, 4.2954, 6.3663, 7.3436
Si, 9.5636, 7.1642, 7.5282
Si, 1.1725, 9.7936, 7.6096
Si, 7.5351, 9.4391, 7.8297
O, 8.0907, 6.9316, 23.5826
O, 4.021, 1.4037, 24.6291
O, 8.6437, 8.3081, 8.3473
O, 2.7625, 2.7341, 8.18
O, 10.5297, 4.6505, 25.3874
O, 1.4265, 9.7206, 24.6394
O, 6.2707, 8.6186, 7.2369
O, 0.0624, -0.0275, 8.1734
O, 5.4393, 5.3843, 8.0787
O, 6.8987, 10.2984, 9.065
O, 9.7693, 4.1685, 9.1848
O, 1.8035, 9.1045, 8.989
O, 4.7309, 0.9911, 8.8349
O, -0.2948, 6.5079, 8.6065
O, 9.08, 1.6648, 8.8881
O, 3.4136, 7.0417, 8.5493
O, 9.1156, 8.6227, 25.3458
O, 8.4992, 2.9165, 23.8008
O, 6.5725, 4.1865, 24.8031
O, 1.8834, 2.7457, 24.0688
O, 10.8105, 0.9331, 24.1404
O, -0.1867, 6.592, 23.5974
O, 2.9172, 7.6987, 23.7624
O, 7.2134, 9.4247, 23.7735
Si, 7.1156, 1.6965, 20.9441
Si, 5.0196, 1.6148, 17.1644
Si, 2.273, 11.5826, 18.1465
Si, 8.7922, 5.3814, 14.7211
Si, 3.8657, 4.2721, 12.9661
Si, 6.8146, 10.6997, 18.6336
Si, 1.1966, 4.373, 11.926
Si, 0.8276, 0.5554, 20.6918
Si, 8.8403, 8.2871, 18.2627
Si, 6.3352, 7.0985, 15.662
Si, 8.6255, 3.0892, 9.5606
Si, 3.2598, 7.3104, 15.1793
Si, 9.4141, 3.111, 12.5102
Si, 5.518, 12.8836, 14.194
Si, 0.7542, 1.9658, 23.2131
Si, 2.6326, 5.2588, 20.283
Si, -0.8654, 7.9226, 15.3821
Si, 5.3756, 10.6192, 9.5683
Si, 0.6935, 2.9919, 19.0175
Si, 9.3986, 6.5885, 22.6808
Si, -5.8544, -2.1537, 20.3584
Si, 0.2131, 5.0267, 9.1106
Si, 1.6753, 15.8296, 14.7815
Si, -0.3316, 8.6679, 20.6841
Si, 14.8088, 7.444, 12.3998
Si, 3.1061, 6.0859, 23.4043
Si, 6.0848, 10.3249, 22.9748
Si, -2.4126, 1.5239, 14.8123
Si, 5.3935, 3.7782, 19.3933
Si, 3.1615, 8.3323, 9.4968
Si, 2.2657, 7.5198, 19.6826
Si, 5.7002, 10.1513, 12.5819
Si, -1.7744, 3.474, 22.4279
Si, -0.7509, 3.5226, 16.4245
Si, 7.8648, 9.5319, 14.421
Si, 6.6765, 6.5217, 18.8371
Si, 1.7196, 8.9165, 16.8625
O, 1.7326, 13.1229, 18.0279
O, 5.0472, 3.1393, 13.1389
O, 9.3075, 1.7353, 13.3843
O, 4.714, 12.9169, 15.6135
O, 2.8489, 7.6788, 13.6435
O, -2.5603, 2.6696, 21.2538
O, 3.0651, 7.7639, 11.0201
O, 0.0439, 3.2157, 12.0344
O, 9.2145, 7.8413, 16.7593
O, 1.3983, 4.21, 19.8676
O, 5.838, 7.3952, 19.9304
O, 0.0452, 12.7583, 19.9764
O, 2.1593, 6.181, 15.6767
O, 9.3152, 8.8254, 14.2641
O, 2.0254, 11.0331, 19.6761
O, 6.3467, 11.6148, 17.3648
O, 5.0006, 8.6496, 12.5697
O, 5.8667, 2.6825, 20.5202
O, -0.8199, 8.7439, 19.1302
O, -4.4198, 4.9419, 19.1709
O, 7.2684, 9.8278, 12.9297
O, -3.3709, 11.6856, 19.6933
O, 1.744, 7.9534, 18.182
O, 8.4718, 2.9873, 11.1823
O, 8.9771, 4.5662, 16.1198
O, 1.5236, 1.1023, 22.0551
O, -8.9096, 5.351, 24.3985
O, -4.1528, 8.6337, 15.2805
O, 3.152, 8.6358, 16.1182
O, 18.7539, 9.5376, 18.1334
O, 7.3289, 6.0968, 14.821
O, 11.5165, 8.5185, 15.772
O, -1.3791, 7.8103, 21.5942
O, 1.0791, 7.8791, 20.7579
O, -11.1036, 10.254, 21.0979
O, -2.7496, -0.0113, 15.1885
O, 3.1146, 4.1767, 14.4303
O, -0.2022, -7.8704, 22.5079
O, -0.4517, 3.5924, 18.0258
O, 1.5264, 10.5052, 17.1753
O, 4.405, 9.3496, 9.2994
O, 5.4883, -0.0512, 11.1581
O, 5.378, 9.2791, 21.898
O, -1.388, 2.0772, 15.9759
O, 6.6972, 0.7164, 22.1933
O, 4.6405, 5.6919, 23.8391
O, 2.7339, 3.7782, 11.8567
O, 0.6255, 3.9346, 15.5976
O, 1.0871, 16.2157, 13.2883
O, 5.2437, 22.2901, 13.6272
O, 4.0132, 15.4378, 19.8361
O, -0.8895, -4.5009, 14.7165
O, 2.7946, 5.6169, 21.879
O, 7.2096, 3.6013, 8.9131
O, 19.8806, 15.3478, 13.4133
O, -3.8576, 2.2744, 14.5852
O, 6.2859, 6.8526, 17.277
O, 4.3436, 5.8234, 12.4948
O, 0.9, 5.2361, 10.5823
O, 8.2324, 6.9704, 19.0075
O, 3.5173, 8.4612, 20.1472
O, -1.8146, 5.0815, 22.0871
O, 3.8282, 11.6303, 17.7635
O, 16.1049, 3.0168, 17.9748
O, 5.542, -0.9441, 19.366
O, 4.8073, 6.8009, 15.1789

Results
free energy: -135734.071 eV
free energy less fixed offsets of O -568.88, Si -635.61 eV per atom: 1.259 eV

Forces (eV/angstrom), in the order of the atoms: element, x, y, z
Si, 0.171, 0.2116, -0.3505
Si, -0.332, 0.6133, 0.5804
Si, -0.603, 0.2051, 0.1508
Si, -0.1645, -0.1297, -0.3276
Si, -0.3225, -0.0608, 0.3925
Si, -0.0419, -0.4315, -0.0846
Si, 0.164, 0.4426, 0.0192
Si, 0.534, -0.2638, 0.0642
Si, 0.0611, 0.1654, -0.1223
Si, 0.1703, 0.1029, 0.0772
Si, 0.2022, -0.0718, -0.1946
Si, 0.2366, 0.193, -0.3674
Si, 0.1347, -0.2533, -0.0512
Si, 0.0995, -0.1617, -0.0171
Si, -0.2342, -0.0835, -0.2396
Si, 0.1256, -0.0989, -0.0405
Si, 0.0327, 0.0006, 0.0285
Si, -0.2516, 0.1466, 0.0667
Si, 0.128, 0.0126, 0.16
Si, -0.0719, 0.0231, -0.1104
Si, -0.0405, 0.0608, 0.0916
Si, 0.0159, 0.0789, 0.1821
Si, -0.0263, 0.0188, 0.1764
Si, -0.0427, 0.0141, 0.205
Si, 0.3433, -0.0916, 0.3757
Si, -0.3321, -0.2086, -0.1621
Si, -0.2896, 0.2303, -0.0487
Si, 0.053, 0.1813, -0.5834
Si, -0.1266, 0.083, -0.2689
Si, -0.3714, 0.1996, -0.0437
Si, 0.1667, -0.0691, 0.5786
Si, 0.0012, 0.1511, -0.5012
Si, 0.0819, 0.0043, -0.0121
Si, 0.0546, 0.1139, 0.0308
Si, 0.0273, -0.044, -0.0633
Si, 0.052, -0.0169, -0.0485
Si, 0.002, -0.1143, -0.014
Si, 0.0485, 0.007, -0.077
Si, -0.0905, -0.0716, 0.0559
Si, 0.0677, -0.0758, -0.0117
Si, -0.073, 0.0696, 0.0103
Si, -0.0761, -0.039, -0.017
Si, -0.0132, 0.0003, -0.0128
Si, 0.0035, 0.0532, -0.0282
Si, 0.0253, 0.0399, -0.0071
Si, -0.0136, 0.0512, 0.0002
Si, -0.0038, -0.0086, -0.0461
Si, -0.0268, -0.0101, -0.0036
Si, 0.106, -0.0733, -0.0111
Si, 0.0392, 0.0681, 0.0253
Si, -0.0063, 0.0238, 0.022
Si, 0.0666, -0.0696, 0.0039
Si, -0.048, -0.0185, 0.0311
Si, 0.0526, -0.0427, 0.0158
Si, 0.0257, -0.0458, 0.0093
Si, -0.0383, -0.0068, 0.004
Si, -0.1043, 0.0508, -0.0144
Si, 0.0727, 0.0101, 0.041
Si, 0.0141, -0.0282, 0.0416
Si, -0.1423, 0.0253, -0.0104
Si, 0.0605, 0.0647, 0.0307
Si, -0.0352, 0.0574, -0.0077
Si, -0.0755, 0.0079, -0.0136
Si, -0.0161, -0.0281, 0.0184
Si, 0.0863, 0.0722, -0.3122
Si, 0.0737, -0.0717, 0.4204
Si, 0.0565, -0.3113, -0.3463
Si, 0.0803, -0.0459, 0.578
Si, -0.0648, -0.0271, 0.3341
Si, 0.0897, -0.2489, -0.4386
Si, 0.041, -0.0161, 0.1433
Si, 0.174, -0.0216, -0.253
Si, -0.0013, 0.0866, 0.1988
Si, 0.0284, -0.0573, -0.0878
Si, -0.1025, -0.0498, -0.0223
Si, 0.001, 0.0364, 0.0665
Si, 0.0098, -0.1146, -0.0042
Si, 0.0001, 0.0246, 0.0206
Si, -0.0322, 0.0268, -0.129
Si, 0.0283, -0.0178, -0.164
Si, -0.0439, 0.0213, 0.4073
Si, -0.0601, 0.1022, 0.124
Si, -0.2259, -0.2461, 0.0907
Si, -0.0503, 0.1144, 0.2305
Si, 0.1402, 0.2199, -0.0534
Si, 0.1559, -0.0207, 0.271
Si, 0.1807, 0.0221, 0.1299
Si, 0.1314, 0.0478, 0.1418
Si, 0.1217, -0.2324, -0.1341
Si, 0.2645, 0.1488, -0.0524
Si, 0.4444, -0.5189, -0.1958
Si, -0.0818, 0.1081, 0.0989
Si, -0.2026, -0.1835, 0.0483
Si, -0.1612, -0.0285, -0.0404
Si, 0.0876, 0.1968, -0.0103
Si, 0.0191, -0.2231, -0.1587
O, -0.2413, 0.102, 0.1577
O, 0.368, -0.3556, 0.0514
O, 0.0022, 0.0421, -0.2586
O, -0.4128, 0.4414, -0.221
O, -0.3278, -0.2559, 0.2041
O, -0.1035, -0.0789, 0.3196
O, -0.0899, 0.0812, -0.1
O, -0.1373, 0.0726, -0.3978
O, -0.019, 0.0727, -0.4331
O, 0.0386, 0.0963, 0.167
O, 0.1113, 0.1125, 0.0679
O, -0.0054, -0.0772, -0.0839
O, -0.0768, 0.0444, -0.0651
O, 0.0193, -0.2125, -0.0403
O, 0.0074, 0.0665, 0.0246
O, -0.0104, -0.0288, 0.1248
O, -0.2619, -0.0082, 0.082
O, -0.0585, 0.0009, 0.1208
O, 0.1073, 0.0848, 0.2866
O, 0.2816, 0.1046, 0.0592
O, -0.0433, -0.2586, 0.038
O, 0.1402, 0.0082, -0.0714
O, 0.1222, -0.0229, -0.1288
O, -0.1113, 0.0378, -0.0314
Si, 0.0503, 0.1564, -0.2226
Si, -0.0421, 0.0152, -0.0408
Si, -0.0397, 0.0112, 0.1652
Si, -0.0191, -0.0499, 0.0157
Si, 0.0101, -0.0141, -0.1185
Si, 0.0625, 0.0895, 0.0256
Si, 0.0323, -0.2236, 0.1169
Si, 0.0266, -0.0313, 0.0684
Si, -0.0151, 0.002, 0.0696
Si, 0.0316, 0.0832, 0.0101
Si, -0.1506, -0.1639, -0.134
Si, -0.0031, -0.0162, -0.1146
Si, 0.2073, -0.0736, 0.0744
Si, -0.1007, -0.0343, -0.0607
Si, 0.1131, -0.1327, 0.054
Si, 0.1215, -0.3521, -0.5211
Si, -0.0694, 0.0108, 0.0242
Si, -0.0517, 0.0505, -0.0687
Si, -0.0902, -0.1508, -0.0355
Si, 0.0955, -0.1467, -0.0636
Si, 0.1914, 0.1252, -0.2218
Si, 0.0387, 0.1536, 0.1696
Si, 0.0815, -0.1304, 0.0015
Si, -0.0134, 0.2549, -0.0931
Si, 0.1044, -0.0461, 0.0437
Si, 0.0186, 0.2364, 0.4905
Si, 0.1121, -0.0186, -0.3967
Si, 0.0586, 0.0431, -0.1095
Si, 0.1229, -0.1473, 0.0452
Si, -0.118, 0.0305, -0.1712
Si, -0.1421, 0.1738, -0.1909
Si, 0.0045, -0.0184, 0.0739
Si, -0.0583, -0.0647, 0.0394
Si, 0.098, -0.033, 0.1374
Si, -0.096, 0.0698, -0.0982
Si, 0.1574, -0.0637, -0.1006
Si, 0.0654, 0.1063, 0.0666
O, 0.0535, -0.0158, -0.0067
O, 0.0599, -0.0651, 0.0556
O, -0.0468, 0.0444, -0.0124
O, -0.0169, 0.0284, 0.0405
O, -0.0253, -0.0159, 0.0264
O, 0.0406, -0.0326, 0.0346
O, -0.0464, 0.019, -0.0792
O, -0.0389, 0.0244, 0.0022
O, 0.0527, 0.0156, -0.0332
O, 0.2147, 0.1687, 0.1689
O, -0.0662, 0.0433, 0.1236
O, 0.039, 0.0357, -0.0461
O, 0.0114, 0.0333, 0.0479
O, 0.0734, -0.0522, 0.0017
O, 0.0074, 0.0428, -0.0383
O, -0.0168, -0.0259, 0.0145
O, -0.0197, 0.0242, 0.0083
O, -0.0802, 0.0014, -0.0135
O, 0.0575, -0.0005, -0.0053
O, -0.0252, 0.0262, 0.0201
O, -0.0314, -0.0043, 0.0268
O, -0.0078, -0.0074, 0.0869
O, 0.0352, -0.0241, 0.195
O, -0.0883, -0.0051, -0.1853
O, -0.0133, 0.0113, -0.0011
O, -0.073, 0.0828, 0.0632
O, 0.0727, -0.2598, -0.4032
O, 0.0044, -0.0305, 0.0419
O, -0.0399, -0.0132, 0.0438
O, 0.0353, 0.0009, -0.0019
O, -0.0227, -0.0311, -0.0242
O, -0.0361, 0.0043, -0.061
O, -0.06, -0.0624, 0.0836
O, 0.0782, -0.0307, -0.0328
O, -0.0057, -0.1781, 0.0184
O, 0.0236, 0.0078, 0.0634
O, -0.0802, 0.0972, 0.0263
O, 0.0339, 0.0745, -0.0173
O, -0.0105, 0.0107, 0.0115
O, -0.0314, -0.1064, -0.09
O, 0.0509, -0.006, 0.0994
O, 0.0063, 0.0463, -0.1327
O, 0.0207, 0.1015, 0.0475
O, -0.0414, 0.0249, -0.0156
O, -0.1102, -0.3183, 0.1476
O, -0.1676, 0.1042, -0.0812
O, -0.067, 0.099, 0.0274
O, -0.032, 0.004, -0.0318
O, -0.02, 0.0677, 0.0507
O, 0.0548, -0.0255, -0.0118
O, -0.2747, 0.1039, 0.0966
O, 0.0446, 0.0658, -0.0293
O, 0.0232, -0.0046, 0.3744
O, 0.1585, -0.0487, -0.0413
O, -0.0281, 0.0112, -0.1046
O, 0.036, -0.0171, 0.022
O, -0.0562, -0.0029, 0.0383
O, -0.0431, 0.0308, 0.0255
O, -0.0489, 0.1466, -0.1007
O, -0.0687, -0.0097, 0.0017
O, -0.0755, 0.0302, 0.0187
O, -0.0145, 0.128, 0.057
O, 0.0198, -0.0358, 0.0185
O, -0.0113, 0.0253, -0.017
O, -0.1166, -0.0719, 0.0523
O, 0.034, -0.0105, 0.0461

The program warned: the cutoff lies below the one the program advises for these potential files; the exchange-correlation potential is rough where the density is thin.
